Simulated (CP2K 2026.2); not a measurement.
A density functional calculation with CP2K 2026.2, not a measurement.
Periodic cell of 504 atoms, Si360O144, from a study of silicon, its oxide and their interface. The atomic structure is a simulated model.
Doubt: the forces sum to 1.32 eV/angstrom along one axis rather than to zero, so they err by at least 0.0026 eV/angstrom per atom on average; the grid cutoff is modest.

Settings: functional PBE; method Gaussian and plane waves; basis set DZVP-MOLOPT-SR-GTH; pseudopotentials GTH-PBE; grid cutoff 350 Ry, relative cutoff 50 Ry; k points Gamma only; occupations fixed; spin none; net charge 0.

Cell vectors (angstrom)
a	16.32	0	0
b	0	16.32	0
c	-6.6365	-3.4094	33.2101

Atoms and the computed forces on them: element, x, y, z (angstrom), force x, y, z (eV/angstrom)
Si	-5.56	11.919	33.157	0.048	-0.285	0.673
Si	4.364	1.082	0.234	-0.308	0.375	0.74
Si	1.462	4.238	0.026	-0.123	-0.073	0.659
Si	4.231	6.482	0.098	-0.094	0.215	0.695
Si	-5.564	6.422	33.115	0.434	-0.592	0.545
Si	-2.19	8.748	32.957	-0.346	0.151	0.616
Si	6.647	15.148	0.09	0.41	-0.38	0.614
Si	3.115	-2.276	33.168	-0.065	0.099	0.694
Si	6.59	4.438	0.139	0.019	-0.182	0.712
Si	9.808	6.564	0.124	-0.104	-0.015	0.669
Si	6.426	9.699	0.06	0.251	-0.048	0.757
Si	9.496	12.31	0.145	0.197	-0.142	0.757
Si	12.135	15.322	0.011	-0.001	-0.174	0.609
Si	15.155	1.214	0.063	-0.117	0.241	0.78
Si	11.927	4.23	0.014	0.147	-0.077	0.711
Si	14.507	6.961	0.099	0.409	-0.066	0.735
Si	12.469	9.284	0.462	-0.146	-0.033	0.73
Si	14.898	11.805	0.174	-0.345	0.613	0.458
Si	2.644	0.015	1.387	0.007	-0.004	-0.018
Si	5.505	2.756	1.406	0.006	-0.001	-0.032
Si	2.832	5.324	1.55	-0.029	0.028	-0.061
Si	5.306	8.162	1.386	0.023	-0.038	-0.057
Si	2.768	10.985	1.082	0.025	0.015	-0.036
Si	5.47	13.561	1.325	-0.017	0.015	-0.044
Si	8.267	-0.049	1.34	0.001	-0.031	-0.071
Si	10.794	2.716	1.364	-0.037	-0.021	-0.049
Si	8.151	5.539	1.448	0.012	-0.018	-0.017
Si	10.856	8.073	1.551	-0.032	0.008	-0.062
Si	8.106	10.839	1.344	-0.042	-0.044	-0.07
Si	11.084	13.573	1.326	-0.069	0.024	-0.106
Si	13.608	0.102	1.43	0.032	0.002	-0.032
Si	-0.013	2.854	1.28	-0.004	-0.001	-0.078
Si	13.463	5.384	1.436	-0.025	-0.022	-0.063
Si	0.034	8.045	1.166	0.009	-0.023	-0.062
Si	13.606	10.783	1.778	-0.003	-0.042	0.01
Si	-0.148	13.65	1.134	-0.031	-0.034	-0.028
Si	1.342	1.463	2.695	-0.004	0.018	0.034
Si	4.168	4.004	2.873	0.033	-0.028	0.037
Si	1.362	6.775	2.666	-0.017	0.018	0.045
Si	3.963	9.59	2.646	-0.017	0.033	-0.001
Si	1.342	12.304	2.504	-0.023	-0.003	0.023
Si	4.049	14.922	2.673	0.052	-0.02	0.03
Si	6.897	1.356	2.699	0.033	-0.012	0.017
Si	9.458	4.072	2.762	-0.005	0.001	-0.001
Si	6.774	6.898	2.766	0	0.012	0.016
Si	9.468	9.525	2.752	0.027	0.003	0.026
Si	6.783	12.205	2.729	-0.008	0.015	0.046
Si	9.605	14.887	2.687	0.029	-0.029	0.046
Si	12.217	1.435	2.752	-0.029	0.013	-0.004
Si	14.931	4.094	2.724	-0.018	-0.013	-0.001
Si	12.218	6.74	2.888	0.017	-0.013	0.055
Si	15.121	9.368	2.799	0.062	-0.056	0.024
Si	12.261	12.279	2.876	-0.04	0.022	0.061
Si	14.941	14.961	2.685	0.023	0.005	0.026
Si	-0.006	0.029	4.029	-0.029	0.036	-0.043
Si	2.724	2.692	4.147	0.005	0.006	-0.008
Si	-0.007	5.45	4.068	0.022	0.026	-0.017
Si	2.669	8.193	4.038	-0.016	-0.019	-0.009
Si	0.097	10.895	4.014	0.027	0.02	-0.014
Si	2.676	13.581	4.013	-0.031	0.011	-0.038
Si	5.454	-0.015	4.007	-0.008	0.005	-0.031
Si	8.156	2.704	4.139	0.018	0.019	-0.005
Si	5.482	5.467	4.135	0.015	-0.002	-0.018
Si	8.13	8.204	4.149	-0.027	0.005	-0.005
Si	5.377	10.873	4.057	0.037	-0.025	-0.02
Si	8.179	13.579	4.057	0.008	0.005	-0.02
Si	10.893	-0.007	4.074	0	-0.036	-0.034
Si	13.598	2.743	4.116	-0.022	0.01	-0.01
Si	10.83	5.39	4.169	-0.018	0.024	0.006
Si	13.655	8.108	4.155	-0.012	0.008	-0.042
Si	10.838	10.888	4.119	0.005	0.005	-0.017
Si	13.645	13.642	4.147	0.036	0.01	0.02
Si	1.368	-1.376	16.287	0.009	-0.007	0.004
Si	4.109	1.335	16.324	-0.003	0.004	0.009
Si	1.377	4.053	16.286	-0.014	-0.003	0.003
Si	4.08	6.766	16.264	0.017	-0.022	-0.024
Si	1.342	9.52	16.307	0.009	-0.038	0.009
Si	4.074	12.289	16.274	-0.013	0.015	-0.004
Si	6.789	-1.359	16.355	-0.008	-0.015	0.015
Si	9.524	1.378	16.36	0.02	0.01	0.013
Si	6.827	4.038	16.336	-0.001	0.016	-0.002
Si	9.548	6.766	16.351	0.001	0.005	0.012
Si	6.815	9.513	16.249	-0.013	0.013	0
Si	9.506	12.271	16.292	0.005	-0.001	-0.005
Si	12.226	-1.335	16.333	-0.003	-0.014	0.006
Si	-1.368	1.396	16.328	0	0.002	0.006
Si	12.245	4.095	16.371	-0.005	0.001	0.009
Si	-1.399	6.825	16.298	-0.006	0	0.001
Si	12.233	9.488	16.308	0.003	-0.001	0.003
Si	-1.359	12.242	16.302	0.002	-0.012	0.007
Si	2.753	-0.059	17.649	-0.006	0.01	-0.004
Si	5.458	2.691	17.703	0.018	-0.027	0.02
Si	2.723	5.416	17.632	0.04	-0.013	0.003
Si	5.491	8.1	17.564	-0.001	-0.007	-0.006
Si	2.696	10.947	17.597	-0.029	0.019	0.036
Si	5.416	13.59	17.716	-0.011	0.003	0.019
Si	8.155	0.014	17.704	0.003	0.005	0.031
Si	10.881	2.74	17.751	-0.003	0.006	-0.007
Si	8.228	5.348	17.708	-0.021	-0.036	-0.006
Si	10.893	8.143	17.715	0.007	-0.002	0.061
Si	8.129	10.906	17.61	0.012	-0.016	-0.015
Si	10.839	13.632	17.676	-0.023	0.034	0.032
Si	-2.765	0.072	17.682	-0.01	0.005	-0.006
Si	0.058	2.7	17.681	0.003	0.015	0.01
Si	-2.728	5.497	17.713	-0.015	-0.02	0.034
Si	-0.045	8.165	17.666	0.015	0.013	0.007
Si	-2.711	10.849	17.628	0	0.004	-0.006
Si	0.003	13.609	17.656	0.024	-0.03	0.021
Si	1.414	1.262	19.017	-0.014	0.021	-0.022
Si	4.052	4.044	19.011	-0.042	0.009	-0.022
Si	1.348	6.783	18.953	-0.037	-0.009	-0.05
Si	4.159	9.568	18.781	0.037	0.007	-0.048
Si	1.318	12.232	19.059	0.027	-0.014	-0.027
Si	4.041	-1.393	19.102	-0.008	-0.02	0.033
Si	6.821	1.355	19.109	-0.002	-0.008	-0.022
Si	9.568	4.053	19.213	-0.017	0.028	0.046
Si	6.808	6.701	18.949	-0.002	-0.001	0.005
Si	9.443	9.536	18.954	0.01	-0.001	-0.026
Si	6.806	12.22	19.04	-0.018	0.017	-0.003
Si	9.495	-1.322	19.096	0.029	-0.003	-0.022
Si	12.212	1.396	19.135	0.004	-0.025	0.023
Si	-1.257	4.158	18.975	0.022	0.023	-0.039
Si	12.242	6.825	19.171	0.017	-0.031	-0.046
Si	-1.364	9.552	19.061	0.002	-0.001	0.023
Si	12.206	12.191	18.918	-0.009	-0.034	-0.028
Si	-1.354	-1.282	18.944	0.022	0.007	-0.013
Si	0.029	-0.044	20.405	0.012	-0.003	0.043
Si	2.758	2.612	20.381	0.028	-0.039	0.035
Si	0.118	5.443	20.441	0.025	-0.016	0.069
Si	2.695	8.323	20.031	-0.071	0.013	0.012
Si	-0.082	10.916	20.488	0.002	0.016	0.065
Si	2.683	13.548	20.476	-0.013	-0.001	0.086
Si	5.43	-0.037	20.435	0.012	0.015	0.048
Si	8.19	2.669	20.577	0.011	-0.021	0.037
Si	5.419	5.403	20.338	0.004	-0.027	0.045
Si	8.13	8.098	20.27	0.027	0.005	0.044
Si	5.482	10.76	20.304	0.025	-0.018	0.073
Si	8.092	13.608	20.431	-0.003	0.018	0.041
Si	10.809	0.063	20.552	-0.046	0.061	0.015
Si	-2.623	2.818	20.299	0.003	-0.014	0.044
Si	10.883	5.455	20.634	0.013	0.034	0.074
Si	-2.666	8.241	20.497	-0.035	-0.006	0.026
Si	10.803	10.888	20.294	0.009	0.007	0.004
Si	-2.764	13.639	20.136	-0.011	0.007	0.001
Si	1.002	-1.713	21.791	0.183	0.142	-0.766
Si	4.372	1.561	21.771	-0.248	-0.155	-0.743
Si	1.208	3.726	21.702	0.044	0.207	-0.725
Si	4.108	7.087	21.313	0.065	-0.218	-0.659
Si	1.655	9.742	21.577	-0.289	0.008	-0.743
Si	3.916	11.861	21.588	-0.022	0.259	-0.814
Si	6.895	-1.225	21.817	-0.114	-0.159	-0.762
Si	9.148	1.016	22.035	0.294	0.244	-0.724
Si	6.567	3.866	21.749	0.166	0.217	-0.711
Si	9.669	7.169	21.79	-0.172	-0.354	-0.746
Si	6.493	9.063	21.638	0.198	0.351	-0.711
Si	9.723	12.486	21.649	-0.239	-0.223	-0.671
Si	-4.282	-1.641	21.548	0.067	0.312	-0.723
Si	-1.114	1.61	21.61	0.029	-0.065	-0.711
Si	-3.579	4.43	21.697	-0.361	-0.102	-0.754
Si	-1.358	6.715	21.761	0.218	0.238	-0.682
Si	11.936	9.381	21.657	0.242	0.105	-0.796
Si	-1.396	12.559	21.642	0.059	-0.269	-0.699
Si	1.768	10.857	31.312	-0.123	-0.151	-0.031
Si	2.692	4.078	30.46	0.009	0.097	0.034
Si	2.697	1.26	29.045	-0.074	0.012	0.08
Si	3.964	0.894	24.838	0.028	0.047	-0.141
Si	-2.494	-2.435	27.924	0.053	0.046	-0.03
Si	-2.12	0.186	26.561	-0.2	0.08	0.014
Si	-4.029	0.062	30.557	-0.024	-0.017	0.172
Si	8.515	4.437	28.811	-0.053	0.096	0.05
Si	-2.849	3.819	24.511	0.133	0.052	-0.175
Si	-0.668	2.616	25.903	-0.082	0.124	0.005
Si	0.389	5.853	30.424	-0.023	-0.05	-0.037
Si	0.951	12.489	25.965	-0.124	-0.059	0.07
Si	9.903	12.127	24.588	-0.001	0.014	-0.094
Si	2.361	-1.511	24.597	-0.056	-0.14	-0.124
Si	2.486	8.136	30.513	0.163	0.065	0.051
Si	-5.054	11.437	30.154	0.118	0.07	0.017
Si	-3.003	0.054	23.7	-0.034	-0.038	-0.132
Si	-3.564	11.492	23.791	-0.032	0.092	-0.197
Si	1.314	8.196	26.892	-0.047	0.096	-0.164
Si	10.145	6.589	30.043	0.002	0.038	-0.067
Si	3.105	10.794	26.882	0.096	-0.035	-0.066
Si	6.999	-0.672	30.973	-0.201	0.045	0.141
Si	3.749	12.102	29.529	0.004	-0.029	0.147
Si	5.171	13.415	23.888	0.074	0.011	-0.122
Si	5.507	1.881	28.5	0.084	0.068	0.039
Si	6.308	-0.157	26.564	0.115	0.041	-0.001
Si	3.109	5.363	23.478	-0.166	-0.124	-0.128
Si	10.544	0.936	24.767	-0.115	0.106	0.009
Si	4.563	6.328	29.3	0.007	0.018	0.088
Si	7.725	7.881	24.023	0.066	0.069	-0.234
Si	-1.229	5.351	26.199	-0.031	-0.096	0.147
Si	6.109	5.254	24.219	0.129	0.117	-0.029
Si	5.785	4.648	27.279	0.013	0.009	0.003
Si	-4.335	2.365	26.764	-0.076	-0.11	0.125
Si	5.995	11.829	26.463	-0.143	0.05	0.036
Si	-0.954	11.422	27.818	0.074	-0.038	0.094
Si	8.956	9.509	29.297	-0.119	-0.171	0.058
Si	0.111	8.421	23.9	0.02	-0.121	0
Si	9.199	-1.524	26.146	0.083	0.067	0.014
Si	6.1	7.661	31.358	0.267	-0.068	0.134
Si	-5.291	-2.062	28.607	-0.048	-0.02	0.027
Si	7.626	2.109	30.47	-0.04	0.096	0.1
Si	6.134	10.424	30.616	0.172	0.026	0.079
Si	5.615	-2.252	28.535	0.088	-0.1	0.076
Si	-1.231	10.726	25.186	0.156	-0.084	-0.028
Si	2.2	2.65	26.413	-0.022	-0.03	-0.025
Si	1.289	-0.645	31.093	0.01	-0.095	0.151
Si	-1.689	-1.544	30.592	0.143	0.105	0.104
Si	-5.161	4.428	28.754	0.217	0.029	-0.019
Si	8.539	9.911	26.191	-0.043	0.037	-0.051
Si	-2.4	9.816	29.88	0.04	-0.02	0.208
Si	-1.2	7.381	28.429	0.076	0.008	-0.007
Si	1.836	5.546	26.212	-0.135	-0.147	0.05
Si	-4.623	2.819	31.233	0.005	-0.014	0.2
Si	1.355	14.97	5.388	0.008	0.011	-0.007
Si	4.101	1.311	5.437	0.025	-0.008	0.003
Si	1.356	4.092	5.444	-0.029	0.006	-0.009
Si	4.056	6.831	5.415	0.014	0.035	-0.022
Si	1.383	9.549	5.447	-0.038	-0.007	0.016
Si	4.041	12.249	5.412	-0.006	-0.028	-0.008
Si	6.807	14.955	5.398	-0.018	0.015	-0.015
Si	9.536	1.34	5.457	-0.003	-0.008	-0.003
Si	6.814	4.085	5.487	-0.011	0.011	0.009
Si	9.489	6.805	5.481	-0.001	-0.019	-0.004
Si	6.745	9.55	5.464	-0.01	0.022	0.013
Si	9.493	12.24	5.475	-0.008	-0.004	0.001
Si	12.253	14.988	5.469	0.002	-0.001	-0.011
Si	14.957	1.355	5.436	0.023	-0.023	-0.005
Si	12.235	4.067	5.501	0.004	0.003	-0.012
Si	14.98	6.758	5.505	0.037	0.011	0.008
Si	12.253	9.518	5.435	-0.001	0.01	-0.006
Si	15.016	12.223	5.411	0.004	-0.011	-0.007
Si	2.721	-0.029	6.786	0.025	0.003	0.008
Si	5.43	2.71	6.802	-0.007	-0.002	-0.007
Si	2.715	5.462	6.792	-0.014	0.005	-0.01
Si	5.412	8.162	6.811	0.01	0.001	-0.002
Si	2.736	10.886	6.815	0.003	-0.017	0.015
Si	5.431	13.601	6.762	0.001	0.004	-0.004
Si	8.152	-0.012	6.791	-0.004	-0.01	0.001
Si	10.884	2.692	6.835	0.019	-0.008	0.006
Si	8.157	5.441	6.849	0.001	-0.009	0.013
Si	10.885	8.165	6.806	-0.004	-0.013	-0.013
Si	8.127	10.889	6.822	-0.015	0.004	0.005
Si	10.881	13.607	6.802	-0.004	0.008	-0.008
Si	13.61	0.014	6.825	-0.011	0	0.004
Si	-0.001	2.718	6.795	-0.002	0.003	-0.001
Si	13.603	5.42	6.851	-0.01	0.011	0
Si	0.014	8.176	6.804	-0.004	0.022	0.001
Si	13.618	10.89	6.78	0.013	-0.005	0.004
Si	0.017	13.608	6.778	-0.011	-0.024	0
Si	1.367	1.352	8.143	-0.006	0.002	-0.005
Si	4.07	4.085	8.15	0.009	-0.002	-0.008
Si	1.365	6.812	8.167	0.014	-0.002	-0.001
Si	4.078	9.524	8.181	0.014	0.012	0.014
Si	1.363	12.248	8.154	0.011	0.007	0.009
Si	4.082	14.946	8.149	-0.008	0.001	-0.002
Si	6.801	1.355	8.155	-0.008	0.004	-0.001
Si	9.528	4.071	8.18	0.004	0.02	-0.001
Si	6.779	6.804	8.175	-0.016	-0.006	0.001
Si	9.511	9.522	8.159	-0.007	0.013	-0.003
Si	6.777	12.256	8.163	0.01	-0.024	0.008
Si	9.516	14.96	8.161	0.011	-0.012	0.005
Si	12.249	1.352	8.194	0.008	0	0.011
Si	-1.352	4.059	8.185	-0.006	-0.011	0.013
Si	12.237	6.804	8.175	0.009	0.005	0.006
Si	-1.36	9.526	8.154	-0.014	-0.011	0.004
Si	12.25	12.245	8.149	0	-0.004	-0.003
Si	-1.35	14.954	8.155	-0.007	0.004	0
Si	0.005	0	9.514	0.004	-0.007	0
Si	2.715	2.721	9.508	0.001	0.009	-0.002
Si	0.008	5.44	9.522	-0.004	0.01	0
Si	2.722	8.16	9.535	0.002	0.002	0.004
Si	-0.002	10.888	9.513	-0.014	0.008	-0.009
Si	2.722	13.598	9.518	0.013	-0.019	0.005
Si	5.438	-0.006	9.507	-0.009	-0.004	-0.006
Si	8.16	2.711	9.523	0.004	-0.001	-0.005
Si	5.43	5.432	9.528	0.002	0.007	0.003
Si	8.153	8.162	9.523	0.006	-0.012	0.003
Si	5.44	10.884	9.531	-0.003	-0.006	0.005
Si	8.158	13.6	9.518	-0.024	0.007	-0.007
Si	10.877	-0.01	9.531	0.001	0.007	0.002
Si	13.606	2.712	9.546	-0.002	-0.002	0.007
Si	10.883	5.438	9.531	0.006	-0.013	0
Si	13.603	8.167	9.519	0.001	0.025	-0.002
Si	10.881	10.885	9.51	0.006	-0.002	-0.003
Si	13.6	13.606	9.518	0.003	-0.001	0.001
Si	1.362	14.96	10.875	0.01	0.004	-0.003
Si	4.08	1.361	10.863	0.002	0.005	-0.003
Si	1.364	4.076	10.884	0	-0.005	-0.005
Si	4.08	6.794	10.894	-0.006	0.001	0
Si	1.351	9.521	10.874	0.007	-0.001	0.001
Si	4.075	12.24	10.88	-0.002	-0.003	0.001
Si	6.802	14.962	10.871	0.012	0	0.003
Si	9.523	1.359	10.885	0.002	-0.003	-0.001
Si	6.802	4.072	10.879	-0.004	-0.004	-0.001
Si	9.514	6.797	10.879	-0.008	0.005	-0.008
Si	6.802	9.522	10.889	-0.002	0.017	-0.005
Si	9.521	12.241	10.88	0.002	0.002	0.001
Si	12.239	14.958	10.892	-0.005	-0.002	0.003
Si	-1.352	1.351	10.894	-0.008	0.001	-0.003
Si	12.242	4.078	10.889	0.017	0.012	0.003
Si	-1.359	6.801	10.873	-0.013	-0.002	-0.001
Si	12.24	9.526	10.873	-0.001	-0.014	-0.004
Si	-1.362	12.247	10.875	-0.004	-0.008	-0.001
Si	2.718	0.009	12.225	0.007	-0.001	-0.006
Si	5.448	2.703	12.231	-0.007	0.003	-0.006
Si	2.723	5.43	12.253	0.004	0.003	0.009
Si	5.446	8.154	12.25	0.009	-0.004	0.007
Si	2.713	10.878	12.229	-0.002	-0.007	-0.005
Si	5.441	13.603	12.225	-0.01	-0.007	-0.007
Si	8.162	-0.003	12.234	-0.011	0.005	-0.009
Si	10.882	2.719	12.247	-0.001	0.004	-0.006
Si	8.165	5.43	12.24	0.011	0.007	-0.001
Si	10.882	8.158	12.228	0.005	0.006	-0.003
Si	8.166	10.879	12.245	-0.001	-0.019	0.005
Si	10.873	13.602	12.252	0.004	-0.003	0.003
Si	13.597	0.003	12.254	0.007	0.001	0.001
Si	0.003	2.72	12.25	-0.003	0	0.008
Si	13.604	5.441	12.234	-0.005	-0.004	-0.005
Si	-0.005	8.159	12.235	-0.004	0.001	-0.006
Si	13.593	10.892	12.232	0.005	0.015	-0.004
Si	-0.005	13.607	12.237	-0.008	0.001	-0.001
Si	1.361	1.352	13.604	0.004	0.013	-0.002
Si	4.098	4.059	13.593	0.019	-0.016	-0.005
Si	1.346	6.792	13.599	0.001	0.01	0.002
Si	4.068	9.517	13.589	-0.014	0.009	-0.005
Si	1.357	12.239	13.582	0.016	-0.02	-0.001
Si	4.09	-1.343	13.571	-0.004	0	-0.013
Si	6.81	1.348	13.599	0.014	-0.009	0.002
Si	9.525	4.075	13.61	-0.004	0.003	-0.001
Si	6.816	6.788	13.604	-0.01	-0.006	0
Si	9.536	9.516	13.597	0.009	-0.013	0.003
Si	6.795	12.246	13.588	-0.009	0.023	0
Si	9.513	-1.346	13.61	-0.007	0.011	0
Si	12.241	1.372	13.617	0.001	-0.002	-0.003
Si	-1.364	4.088	13.601	-0.016	0.014	-0.005
Si	12.231	6.787	13.585	0.012	0.009	-0.012
Si	-1.37	9.526	13.58	-0.002	-0.008	-0.005
Si	12.237	12.244	13.608	0.002	-0.014	0.003
Si	-1.364	-1.357	13.608	0	-0.005	0
Si	-0.013	0.008	14.972	-0.004	-0.009	0.006
Si	2.746	2.694	14.952	0.014	0.01	0.001
Si	-0.013	5.439	14.972	-0.01	-0.011	0.006
Si	2.707	8.156	14.947	0.013	-0.008	0.001
Si	-0.007	10.879	14.938	-0.007	0.025	0.012
Si	2.723	13.621	14.904	0.004	0.005	-0.013
Si	5.454	-0.015	14.956	-0.013	0.014	-0.003
Si	8.172	2.701	14.961	-0.018	-0.009	-0.014
Si	5.47	5.404	14.954	-0.009	0.009	0.003
Si	8.201	8.134	14.956	-0.005	0.013	0.001
Si	5.426	10.886	14.936	-0.009	-0.025	0.01
Si	8.134	13.618	14.955	0.013	-0.011	-0.001
Si	10.872	0.02	14.975	0.002	-0.003	-0.002
Si	-2.725	2.749	14.975	0.007	0.012	-0.005
Si	10.893	5.428	14.971	0.01	0.001	-0.007
Si	-2.738	8.162	14.919	-0.013	-0.009	-0.006
Si	10.879	10.881	14.968	0.007	0.005	0.008
Si	-2.732	13.613	14.971	0.005	0.009	0
O	-3.73	3.749	23.17	-0.209	-0.454	0.26
O	2.733	5.874	24.932	0.392	0.233	0.024
O	5.051	11.16	29.692	-0.033	-0.212	-0.635
O	-3.855	3.391	25.649	-0.286	0.393	0.174
O	-0.976	9.602	24.068	-0.486	0.127	-0.585
O	5.226	8.079	21.972	-0.177	0.111	0.311
O	-2.459	12.215	22.839	0.118	-0.148	0.122
O	3.895	0.997	23.225	-0.255	-0.134	0.164
O	3.027	6.569	22.425	-0.602	0.165	-0.1
O	10.861	8.237	22.095	0.165	0.042	0.342
O	-2.353	9.479	31.482	-0.238	0.284	-0.11
O	-3.496	-1.265	22.924	0.381	-0.126	0.257
O	1.333	4.693	29.827	-0.045	-0.442	-0.397
O	0.034	2.665	22.171	-0.081	-0.069	0.259
O	8.99	9.533	27.69	0.363	-0.079	-0.2
O	-2.526	-1.995	31.887	-0.605	-0.129	-0.13
O	8.02	-0.142	22.325	0.152	-0.253	0.169
O	5.491	16.262	0.073	0.103	-0.116	0.087
O	-1.139	7.521	32.71	0.001	0.032	-0.449
O	-1.211	2.056	32.809	0.153	0.137	-0.486
O	5.364	-1.236	27.313	-0.659	-0.055	-0.138
O	-4.242	1.618	30.234	0.014	0.131	-0.626
O	7.461	9.951	29.809	0.015	-0.059	0.107
O	2.752	10.835	22.099	-0.106	-0.033	0.365
O	4.243	-2.701	29.277	-0.284	0.514	0.242
O	4.213	1.995	32.782	0.134	-0.056	-0.414
O	1.955	1.671	27.672	-0.541	-0.397	-0.009
O	6.051	4.635	25.7	0.122	-0.248	-0.001
O	2.804	2.558	29.985	0.126	-0.155	0.332
O	7.71	-0.868	26.172	-0.149	-0.094	-0.108
O	4.366	-3.291	32.74	-0.027	0.102	-0.22
O	2.149	10.279	32.788	-0.245	0.409	0.218
O	-0.224	13.581	22.174	-0.049	0.031	0.301
O	-5.634	2.175	32.357	-0.353	0.426	-0.012
O	3.116	8.045	31.992	0.423	-0.592	0.094
O	0.413	12.274	27.506	0.339	0.372	0.448
O	2.326	4.186	26.923	0.346	0.173	0.374
O	9.641	-3.27	32.779	-0.003	-0.11	-0.343
O	7.104	4.488	23.179	0.474	0.226	0.185
O	2.746	12.032	30.796	0.178	0.619	0.117
O	1.966	0.023	29.782	-0.05	-0.358	-0.573
O	7.21	9.147	23.119	0.02	0.519	0.224
O	6.89	4.823	33	0.107	0.123	-0.261
O	4.677	10.868	26.52	0.075	-0.347	0.006
O	9.235	13.355	25.406	-0.38	0.012	0.199
O	7.587	8.065	31.906	0.019	-0.11	-0.337
O	2.806	-0.139	25.307	-0.269	0.131	0.646
O	6.369	11.382	31.918	0.49	0.044	-0.08
O	2.925	11.589	28.262	-0.354	0.149	0.201
O	-4.814	11.562	31.753	0.457	-0.311	-0.136
O	1.582	-1.184	23.216	-0.109	0.312	0.029
O	2.036	6.78	27.211	0.36	0.022	0.673
O	9.733	-1.735	27.683	-0.243	0.044	0.197
O	5.105	3.257	27.753	-0.659	0.081	-0.006
O	-2.231	5.266	24.924	-0.332	0.565	-0.45
O	-0.222	11.987	24.953	-0.052	0.199	-0.511
O	8.851	5.586	29.922	-0.459	0.147	0.353
O	-3.788	10.602	29.57	-0.019	-0.101	-0.303
O	8.467	2.934	29.393	0.607	-0.316	-0.082
O	2.615	4.023	32.076	-0.479	0.219	0.132
O	-4.832	12.347	24.312	0.046	0.576	0.079
O	-3.443	1.023	27.022	-0.174	-0.086	0.272
O	-4.045	-2.17	27.586	-0.278	0.254	-0.554
O	-5.452	6.455	31.491	0.567	0.016	-0.354
O	-4.296	0.933	24.099	-0.072	0.279	0.037
O	2.363	-1.593	31.867	0.072	0.106	-0.288
O	1.179	7.237	30.53	-0.061	0.231	-0.005
O	0.031	5.395	31.927	-0.164	-0.584	-0.105
O	10.128	-0.551	25.245	0.225	-0.295	-0.062
O	0.823	0.558	32.058	0.139	0.136	-0.059
O	5.449	0.415	25.303	0.325	-0.035	-0.247
O	6.157	-1.849	23.142	0.099	-0.072	0.505
O	5.822	0.03	31.875	-0.225	-0.032	-0.218
O	-0.879	6.189	29.496	-0.37	-0.431	-0.017
O	-0.66	7.185	23.178	0.191	-0.188	0.341
O	4.852	12.214	22.869	0.38	-0.448	0.148
O	-0.899	1.222	26.66	0.442	-0.124	0.184
O	9.202	11.981	23.121	-0.443	-0.171	0.05
O	6.241	12.739	27.802	0.451	-0.175	0.255
O	-4.212	3.333	28.066	0.384	-0.132	0.179
O	-1.204	10.784	29.284	0.496	0.047	0.381
O	9.687	10.764	25.432	0.573	-0.361	0.006
O	1.392	-2.325	25.605	-0.14	0.411	0.243
O	-2.106	-2.624	29.479	0.084	-0.419	0.197
O	1.271	8.908	22.91	0.46	-0.242	0.272
O	9.807	4.355	27.85	0.113	0.131	-0.752
O	-4.439	-0.141	32.132	0.02	-0.573	0.014
O	-2.526	5.624	22.067	-0.223	0.237	0.067
O	0.884	2.623	25.473	0.079	0.024	-0.515
O	2.45	9.328	27.051	0.117	-0.23	0.252
O	5.501	2.682	22.122	0.186	-0.168	0.433
O	6.083	2.235	29.973	-0.463	0.19	0.364
O	-5.307	3.925	30.308	-0.145	0.329	0.279
O	9.592	1.478	23.554	-0.212	0.542	0.096
O	6.543	6.81	24.333	-0.417	0.156	0.06
O	2.073	4.208	23.017	-0.009	-0.332	0.346
O	5.391	9.095	31.152	-0.469	0.154	-0.04
O	0.297	5.549	25.714	0.119	-0.044	-0.644
O	-1.747	6.555	27.137	-0.694	0.229	0.032
O	-2.447	-0.153	30.234	0.222	0.579	-0.205
O	3.741	-2.276	24.265	-0.063	-0.005	0.146
O	4.23	0.906	28.669	0.061	-0.654	-0.156
O	5.3	6.798	32.451	-0.475	-0.058	-0.251
O	-5.319	12.866	29.437	-0.072	0.047	-0.009
O	-5.001	-0.865	29.66	-0.244	0.254	0.056
O	-3.329	3.463	32	0.036	0.27	-0.294
O	-0.082	-1.451	30.721	-0.037	-0.309	-0.408
O	10.567	1.832	26.136	-0.309	0.022	0.082
O	16.221	10.9	0.172	-0.035	0.092	0.152
O	1.946	9.647	30.248	-0.189	0.038	-0.297
O	3.94	5.028	30.053	0.241	-0.213	0.147
O	-0.97	10.225	26.707	-0.07	-0.468	0.226
O	9.913	10.615	29.937	-0.167	0.121	-0.058
O	0.313	11.46	31.684	-0.403	0.066	-0.71
O	3.519	2.284	25.545	0.294	0.469	-0.09
O	-2.782	11.089	25.121	-0.396	0.07	0.546
O	3.547	7.591	29.427	0.107	0.457	-0.576
O	6.508	-1.522	29.681	-0.038	0.034	-0.27
O	9.57	8.072	29.754	0.028	0.142	0.008
O	8.873	7.04	23.217	0.101	-0.276	0.383
O	4.871	5.899	27.766	-0.124	0.384	-0.431
O	2.258	11.56	25.738	0.123	-0.141	-0.431
O	-4.043	10.153	23.038	0.034	-0.267	0.319
O	7.2	4.812	28.015	0.146	0.229	0.016
O	-2.279	8.411	29.061	-0.394	-0.242	-0.148
O	0.121	8.225	27.993	0.019	0.467	0.371
O	-1.139	3.854	26.876	0.084	0.003	0.843
O	7.986	0.53	30.496	0.721	-0.233	-0.038
O	-1.592	2.773	24.57	0.153	-0.567	-0.569
O	-1.719	-1.11	27.427	0.249	0.01	-0.05
O	8.268	8.525	25.397	0.105	-0.311	0.589
O	4.665	4.963	23.543	-0.048	-0.094	-0.403
O	10.886	13.598	21.949	0.128	0.015	0.395
O	5.892	12.838	25.202	0.306	0.191	0.048
O	-5.016	6.05	28.984	0.278	0.193	-0.421
O	7.812	-1.689	31.906	0.065	0.046	-0.23
O	0.743	8.189	25.368	-0.092	-0.074	-0.116
O	7.938	2.764	31.893	0.033	-0.213	-0.082
O	-2.109	12.452	27.329	-0.457	-0.163	-0.387
O	7.224	10.829	26.269	0.011	-0.128	0.214
O	5.974	6.805	29.984	0.524	-0.274	-0.163
O	-1.971	0.852	22.761	-0.162	-0.067	0.083
O	6.589	1.072	27.595	0.359	0.19	-0.042
O	-2.271	-0.38	25.058	0.11	-0.302	0.1

Results
total energy: -101647.627 eV
total energy less fixed offsets of O -438.35, Si -107.03 eV per atom: 5.573 eV
